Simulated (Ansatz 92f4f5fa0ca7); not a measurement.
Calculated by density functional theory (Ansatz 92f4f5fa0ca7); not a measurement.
Periodic cell of 220 atoms, Si132O88, from a study of silicon, its oxide and their interface. The atomic structure is a simulated model.
Doubt: the cutoff is far below the 930 eV that the study's wrapper takes by default for these files, so forces and energies are approximate.

Settings: functional PBE; potential files Ansatz PAW; basis plane waves; wave-function cutoff 580 eV; density cutoff ratio 5; exchange-correlation grid ratio 1; k mesh 1 x 1 x 1, Gamma-centred; self-consistency stop 5e-08 eV per atom in the density residual; occupations fixed; spin none; net charge 0.

Cell vectors (angstrom)
a	10.938	0	0
b	0	10.938	0
c	0	0	32.7994

Atoms: element, x, y, z (angstrom)
Si	-0.2358	0.3468	25.2862
Si	5.7694	-0.1496	25.3215
Si	2.5339	3.0895	25.3461
Si	8.4771	2.6023	25.2334
Si	0.3008	5.3114	25.3258
Si	5.1986	5.7988	25.424
Si	3.0014	8.0385	25.35
Si	7.986	8.5492	25.3525
Si	1.3683	1.4565	26.614
Si	6.9017	1.446	26.6172
Si	4.0793	4.1949	26.7239
Si	9.617	4.15	26.6057
Si	1.408	6.8916	26.6679
Si	6.8453	6.9307	26.6568
Si	4.154	9.6362	26.6311
Si	9.5783	9.6855	26.6475
Si	2.7187	0.0294	27.9758
Si	8.1892	0.0452	28.0387
Si	-0.0136	2.761	28.0237
Si	5.4657	2.7536	27.9956
Si	2.7018	5.5099	28.0783
Si	8.1996	5.4872	27.9788
Si	-0.0201	8.24	27.9912
Si	5.4548	8.2385	28.042
Si	4.1018	1.3673	29.3812
Si	9.5708	1.3673	29.3812
Si	1.3673	4.1018	29.3812
Si	6.8362	4.1018	29.3812
Si	4.1018	6.8362	29.3812
Si	9.5708	6.8362	29.3812
Si	1.3673	9.5708	29.3812
Si	6.8362	9.5708	29.3812
Si	0	0	30.7484
Si	5.469	0	30.7484
Si	2.7345	2.7345	30.7484
Si	8.2035	2.7345	30.7484
Si	0	5.469	30.7484
Si	5.469	5.469	30.7484
Si	2.7345	8.2035	30.7484
Si	8.2035	8.2035	30.7484
Si	1.3673	1.3673	32.1157
Si	6.8362	1.3673	32.1157
Si	4.1018	4.1018	32.1157
Si	9.5708	4.1018	32.1157
Si	1.3673	6.8362	32.1157
Si	6.8362	6.8362	32.1157
Si	4.1018	9.5708	32.1157
Si	9.5708	9.5708	32.1157
Si	2.7345	0	0.6835
Si	8.2035	0	0.6835
Si	0	2.7345	0.6835
Si	5.469	2.7345	0.6835
Si	2.7345	5.469	0.6835
Si	8.2035	5.469	0.6835
Si	0	8.2035	0.6835
Si	5.469	8.2035	0.6835
Si	4.1018	1.3673	2.0507
Si	9.5708	1.3673	2.0507
Si	1.3673	4.1018	2.0507
Si	6.8362	4.1018	2.0507
Si	4.1018	6.8362	2.0507
Si	9.5708	6.8362	2.0507
Si	1.3673	9.5708	2.0507
Si	6.8362	9.5708	2.0507
Si	0	0	3.418
Si	5.469	0	3.418
Si	2.7345	2.7345	3.418
Si	8.2035	2.7345	3.418
Si	0	5.469	3.418
Si	5.469	5.469	3.418
Si	2.7345	8.2035	3.418
Si	8.2035	8.2035	3.418
Si	1.3641	1.3649	4.7885
Si	6.7966	1.372	4.8337
Si	4.1162	4.021	4.8662
Si	9.5789	4.0668	4.8518
Si	1.4115	6.7588	4.7823
Si	6.9012	6.7752	4.7718
Si	4.129	9.5601	4.7959
Si	9.5745	9.5463	4.6103
Si	2.6936	-0.0568	6.1482
Si	8.2301	-0.1094	5.9607
Si	-0.0355	2.6343	6.2443
Si	5.3644	2.5454	6.3983
Si	2.7057	5.3625	6.253
Si	8.1454	5.3487	6.2606
Si	-0.1223	8.1149	5.9086
Si	5.5416	8.1641	6.0885
Si	3.6896	1.3073	7.837
Si	9.7245	0.909	7.418
Si	1.5641	3.7034	7.607
Si	6.4787	4.2404	7.6329
Si	4.3835	6.611	7.3693
Si	9.3755	7.016	7.3902
Si	0.9916	9.6711	7.1868
Si	7.196	9.2814	7.3687
O	1.4058	4.1832	24.8046
O	6.854	9.6371	24.808
O	2.6594	2.5714	8.159
O	8.2759	8.1425	7.9295
O	5.4166	5.4592	7.9415
O	-0.0169	-0.147	7.8688
O	4.0957	6.8962	24.8472
O	9.5717	1.4444	24.7429
O	1.6107	8.7279	8.3237
O	0.7985	4.2648	8.9566
O	8.8193	1.1688	8.7904
O	6.7871	10.2273	8.6774
O	3.9559	0.4945	9.3052
O	4.0062	7.5638	8.6441
O	6.8689	3.7327	9.166
O	10.3028	6.4569	8.6102
O	3.2913	2.4823	24.0175
O	5.1685	0.5738	23.9673
O	7.8614	3.3274	23.867
O	10.6072	6.0201	23.9783
O	8.7046	7.907	24.0195
O	2.3524	8.7082	23.9924
O	5.8354	5.0547	24.1205
O	0.4745	10.6298	23.9484
Si	3.6834	10.5157	10.6654
Si	0.9448	3.2413	12.6513
Si	-2.4769	-1.9198	11.7347
Si	4.4617	1.7798	23.1287
Si	-6.2225	-7.5624	17.2579
Si	3.3656	-11.0748	15.8836
Si	1.1965	9.4333	23.1038
Si	15.7675	8.4162	17.4428
Si	-1.9043	3.1946	12.6051
Si	-1.3094	4.2972	19.1181
Si	2.4237	0.5377	21.1195
Si	4.9958	12.9538	14.6617
Si	10.7802	18.1691	11.9012
Si	2.5255	0.8737	13.1808
Si	7.718	11.2054	9.6226
Si	0.2253	6.023	17.0765
Si	5.4195	-2.1917	12.4844
Si	2.5817	-2.9724	9.3356
Si	3.8858	3.489	12.199
Si	7.9429	6.0671	20.9807
Si	7.2731	-2.3995	19.2332
Si	10.3808	5.3082	14.1717
Si	2.3865	1.3598	18.2622
Si	9.7489	-2.1803	17.3888
Si	6.6165	2.9386	10.5595
Si	-3.127	1.397	14.5976
Si	0.1074	1.986	20.0917
Si	8.9194	-0.0152	19.173
Si	6.5985	4.0552	23.1067
Si	9.9011	7.2301	23.1467
Si	7.684	2.3554	17.5606
Si	11.4244	5.7529	9.571
Si	6.4026	7.7824	14.9188
Si	4.5165	-4.6874	13.7189
Si	3.3652	6.0863	16.7179
Si	8.7686	-1.4919	14.682
O	5.9029	7.732	16.4451
O	5.7382	-2.0478	18.7143
O	7.8828	2.28	15.9512
O	-1.7836	-1.3513	13.125
O	6.9156	-2.4796	11.9025
O	14.6109	7.3208	17.7492
O	1.199	1.6335	21.2505
O	3.8588	13.0486	13.3644
O	-2.0363	1.8059	13.4785
O	-0.0508	5.7101	11.0936
O	6.1762	2.9513	17.8665
O	8.4873	5.2679	19.6918
O	-3.0839	-0.163	15.0143
O	-0.6285	5.5241	15.7828
O	-0.0684	7.5822	17.4783
O	-0.4536	3.0413	11.8292
O	7.1185	-3.6008	20.3411
O	10.7791	5.1229	18.3601
O	3.7658	1.1068	21.825
O	-8.6106	3.4783	11.7366
O	7.9088	0.887	18.2395
O	10.376	14.3908	20.306
O	3.631	6.3953	15.1053
O	0.9225	1.9911	18.644
O	1.7948	-5.1947	16.8044
O	6.7055	12.269	10.3442
O	7.7639	14.3576	11.6133
O	9.3276	-3.1734	11.2224
O	11.9898	19.0998	11.7796
O	0.7888	4.4017	13.7813
O	-0.538	-4.1953	13.469
O	3.0329	9.0939	10.3895
O	1.9331	6.5086	9.5948
O	5.0624	14.1387	11.1362
O	4.6944	0.7738	15.6277
O	2.7855	0.3713	19.5166
O	4.2227	4.7834	13.0745
O	9.2238	6.6106	21.8148
O	5.6203	9.0051	14.1113
O	-1.1298	0.9132	20.164
O	7.0613	5.0035	21.8574
O	-2.9573	-2.903	14.8861
O	1.9167	-0.8712	21.7754
O	-0.8965	-0.8718	18.33
O	2.2453	0.5488	16.8433
O	2.7396	-0.2312	14.3488
O	5.5612	2.8827	22.6184
O	8.8664	-7.6252	18.0836
O	3.5618	2.4721	17.9828
O	-1.0535	-1.5921	15.857
O	2.6871	0.4689	11.6416
O	1.2404	1.8054	13.4364
O	-6.9738	-1.3928	16.6586
O	6.3756	12.7508	13.881
O	4.7944	-7.6335	15.5952
O	0.072	8.3319	22.6755
O	7.9296	-1.0699	19.9544
O	4.4106	-3.5286	12.5278
O	-2.6502	-2.7508	17.9585
O	4.9136	10.0988	11.6991
O	9.0854	4.4286	13.6694
O	8.4786	-0.6321	10.7298
O	4.2958	-6.0113	17.409
O	6.0805	-4.6011	14.2157

Results
free energy: -133959.706 eV
free energy less fixed offsets of O -568.88, Si -635.61 eV per atom: 2.254 eV

Forces (eV/angstrom), in the order of the atoms: element, x, y, z
Si	0.0077	-0.0029	0.0178
Si	0.0063	-0.008	-0.0173
Si	0.0067	-0.0102	0.0254
Si	0.011	-0.0108	-0.0152
Si	0.0018	-0.0045	-0.0157
Si	0.016	-0.0017	0.0516
Si	0.0069	0.0023	-0.0202
Si	0.0101	-0.0062	0.0168
Si	0.0047	-0.0032	-0.0078
Si	-0.0099	0.0087	0.0111
Si	-0.0008	0.0027	-0.0064
Si	-0.0112	0.0136	0.0078
Si	-0.0116	0.0086	0.0113
Si	-0.0005	-0.0052	-0.0087
Si	-0.0097	0.0131	0.008
Si	0.0016	-0.0008	-0.0048
Si	-0.0029	0.0013	-0.0032
Si	0.0062	-0.0027	0.0022
Si	0.003	-0.0083	0.007
Si	-0.0006	-0.0002	-0.0045
Si	0.0073	-0.0087	-0.0025
Si	-0.0028	0.0011	-0.0043
Si	-0.003	0.0024	-0.0039
Si	0.0095	-0.0028	0.0053
Si	-0.0188	0.0172	-0.214
Si	0.0441	0.1574	0.2182
Si	-0.1914	0.0227	0.3144
Si	0.0562	0.0823	-0.1865
Si	0.0369	0.208	0.3416
Si	-0.0212	0.0622	-0.2198
Si	0.0145	0.1087	-0.2138
Si	-0.0001	0.1843	0.1996
Si	0.026	0.0409	-0.0262
Si	0.0668	-0.0518	0.0022
Si	0.0096	0.0409	-0.0144
Si	0.0959	-0.003	-0.0006
Si	0.0541	-0.049	0.0106
Si	0.0174	0.052	-0.022
Si	0.0869	-0.0027	-0.0052
Si	0.0115	0.0275	-0.0247
Si	-0.0275	-0.0505	-0.0072
Si	-0.0507	0.0282	-0.0219
Si	0.0074	-0.0004	-0.0109
Si	-0.064	0.0448	-0.017
Si	-0.0263	0.0585	-0.0328
Si	0.0048	0.0022	-0.0054
Si	-0.0711	0.0135	-0.0246
Si	0.016	-0.0098	-0.0123
Si	0.0656	-0.047	0.0178
Si	0.0123	-0.025	0.0244
Si	0.0082	0.0302	0.0033
Si	0.0237	-0.0185	0.0372
Si	-0.0213	0.0065	0.0144
Si	0.0687	-0.0263	0.0188
Si	0.0432	-0.0654	0.0272
Si	0.0127	0.0406	0
Si	-0.0659	-0.034	0.0215
Si	0.0211	-0.0466	0.0103
Si	-0.0453	-0.0348	0.0232
Si	-0.0509	0.0373	0.0179
Si	-0.0551	-0.002	0.0402
Si	-0.1051	0.0491	-0.0255
Si	-0.0466	0.0853	-0.0142
Si	-0.0809	-0.1286	0.0011
Si	0.4531	0.2731	-0.6173
Si	-0.0212	0.1208	0.0724
Si	0.015	0.0326	0.1126
Si	-0.1241	0.0427	0.427
Si	-0.0512	-0.3182	0.1703
Si	-0.0083	-0.3841	0.3333
Si	0.139	-0.1368	0.1839
Si	-0.2817	-0.5364	-0.8928
Si	0.0198	-0.0096	0.0018
Si	0	-0.013	0.0028
Si	-0.0023	0.0071	-0.0003
Si	-0.001	-0.0005	0.0222
Si	0.0066	0.0076	0.0086
Si	-0.0264	-0.001	0.0061
Si	-0.0087	-0.0071	0.0157
Si	0.0116	-0.0063	0.0066
Si	-0.0084	0.0146	0.0357
Si	-0.0126	0.0023	-0.0172
Si	-0.0263	0.0101	-0.0148
Si	0.0021	0.0217	0.0275
Si	0.0052	0.0088	-0.0078
Si	0.0137	-0.0134	-0.0045
Si	-0.0146	0.0062	0.0133
Si	0.0096	0.0004	-0.0175
Si	-0.0074	-0.0398	-0.1124
Si	0.0223	0.0101	0.0047
Si	-0.0265	-0.0057	0.03
Si	0.0139	-0.0189	0.0093
Si	0.0626	-0.0672	-0.0696
Si	-0.014	-0.0285	-0.0168
Si	-0.0673	0.1636	-0.3988
Si	0.0254	-0.0249	0.0212
O	-0.0098	0.0111	0.0004
O	-0.0119	0.0119	-0.0006
O	0.0159	0.0096	0.007
O	-0.0234	0.0306	-0.0186
O	-0.0523	0.0382	0.0002
O	-0.0428	0.0357	0.0277
O	-0.0171	0.0148	-0.0025
O	-0.0131	0.0148	0.0009
O	-0.2299	0.0519	0.0986
O	0.0181	-0.0026	-0.0643
O	-0.0132	-0.0078	0.0047
O	0.0263	0.0249	0.0149
O	0.0033	-0.0236	0.075
O	0.1417	-0.0008	-0.0362
O	-0.0051	-0.0118	0.0082
O	0.0301	0.004	-0.0035
O	0.0059	-0.008	-0.0169
O	-0.0023	0.0036	0.0101
O	-0.0014	0.0038	0.0087
O	-0.0018	0.0031	0.0077
O	0.0057	-0.0056	-0.0064
O	-0.0024	0.0027	0.0078
O	0.007	-0.0038	-0.0288
O	0.0078	-0.0077	-0.0079
Si	0.0344	-0.0148	-0.0581
Si	-0.0664	0.0534	-0.0578
Si	0.1512	-0.2267	-0.245
Si	0.0005	0.003	-0.0066
Si	-0.0004	-0.0086	0.0033
Si	0.023	0.0182	0.0424
Si	-0.0068	0.0036	-0.0066
Si	0.0028	-0.0069	0.0182
Si	0.0056	0.0394	-0.0331
Si	-0.0121	0.0055	0.0068
Si	-0.0015	0.0012	0.003
Si	-0.0017	0.0425	0.0024
Si	-0.891	-0.8746	0.0634
Si	-0.1302	-0.0058	-0.0483
Si	-0.0018	-0.0345	0.0571
Si	-0.0137	-0.03	-0.0167
Si	0.0225	0.0162	-0.0164
Si	0.0506	-0.1003	0.5147
Si	0.0138	0.1233	-0.0861
Si	0.0065	-0.0079	0.002
Si	-0.0004	0.0026	0.0208
Si	0.0132	0.0038	-0.1082
Si	-0.0002	0.0083	0.0269
Si	-0.0071	-0.0099	0.0384
Si	0.0325	-0.0149	-0.0353
Si	0.0101	0.0313	-0.0205
Si	0.0028	0.0066	-0.0016
Si	-0.0012	0.0059	0.0148
Si	-0.0004	-0.0084	-0.0125
Si	-0.002	0.008	-0.0076
Si	0	0.0069	0.0126
Si	-0.0539	-0.0518	0.1282
Si	-0.0033	-0.01	-0.0052
Si	0.0211	-0.0056	-0.016
Si	-0.0014	-0.0081	0.0016
Si	-0.049	-0.0126	0.0578
O	0.0023	0.0021	-0.0083
O	-0.0081	-0.0011	-0.0101
O	-0.0051	-0.006	-0.0078
O	0.0423	-0.008	-0.0351
O	0.0029	0.0232	0.0132
O	0.0059	0.0094	-0.0077
O	0.0019	-0.0019	-0.0004
O	0.0983	0.0056	0.084
O	-0.0091	-0.0172	0.0193
O	-0.0327	0.291	0.1283
O	-0.0054	0.0054	-0.0068
O	0.0078	-0.0013	-0.004
O	0.0214	-0.032	-0.0128
O	0.0056	-0.0001	0.1247
O	-0.0073	0.0251	-0.007
O	0.0522	-0.0243	0.0368
O	-0.0032	0.0121	-0.008
O	0.0046	0.0018	-0.003
O	-0.0021	0.0004	0.004
O	0.0125	-0.024	0.0322
O	-0.0012	-0.0026	-0.0029
O	0.0043	-0.0079	-0.0006
O	0.0017	0.0084	-0.0071
O	-0.0008	-0.0042	0.0015
O	0.0095	0.0081	-0.0034
O	0.0189	0.0044	-0.0095
O	-0.0185	-0.0146	-0.0028
O	0.0904	0.1519	0.2546
O	0.6009	0.5363	-0.1589
O	0.0192	-0.0366	0.0186
O	0.1108	0.2436	-0.2698
O	0.0783	-0.0104	-0.0751
O	-0.0003	-0.0873	-0.06
O	-0.02	-0.0133	0.0301
O	-0.0229	-0.0091	-0.0079
O	-0.0029	0.0064	-0.0158
O	-0.0086	-0.0172	-0.0004
O	-0.0017	0.0011	0.0038
O	0.008	-0.0069	-0.0033
O	0.0027	0.0033	-0.0029
O	0.0025	0.0048	-0.0008
O	0.0095	0.034	0.0019
O	0.0006	0.0024	0.0021
O	-0.0006	-0.0115	-0.018
O	0.0015	-0.0075	-0.0156
O	-0.0133	-0.0218	-0.0211
O	0.0013	0.0003	0.0069
O	-0.0016	0.0006	-0.0021
O	-0.003	-0.0003	-0.0044
O	-0.0026	0.0062	-0.0232
O	-0.0033	0.0382	0.0979
O	0.0686	-0.0476	-0.0027
O	-0.0046	0.0056	-0.0101
O	-0.0166	-0.0093	0.0021
O	-0.0071	-0.0376	-0.0215
O	0.0016	-0.0024	0.0054
O	-0.0034	-0.0052	-0.0085
O	-0.0021	-0.0114	0.0232
O	0.0111	0.0043	-0.0147
O	0.0015	0.0001	0.0127
O	-0.0098	-0.0128	0.0073
O	-0.051	-0.0093	0.0191
O	-0.0044	0.0126	-0.0051
O	-0.0165	0.0119	0.0046

The program warned: the cutoff lies below the one the program advises for these potential files; the forces do not sum to zero within the program's tolerance; the exchange-correlation potential is rough where the density is thin.
